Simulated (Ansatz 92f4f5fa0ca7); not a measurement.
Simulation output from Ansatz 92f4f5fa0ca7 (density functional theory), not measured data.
Periodic cell of 276 atoms, Si168O108, from a study of silicon, its oxide and their interface. The atomic structure is a simulated model.
Doubt: the cutoff is low for norm-conserving oxygen, so forces and energies are approximate.
Doubt: the program's own warning below bears on the result.
This geometry differs little from another in the collection (a relaxation step or a small displacement).

Settings
functional: HSE06
potential files: SPMS norm-conserving
basis: plane waves
wave-function cutoff: 800 eV
density cutoff ratio: 4
exchange-correlation grid ratio: 1
k mesh: 1 x 1 x 1, Gamma-centred
occupations: fixed
spin: none
net charge: 0

Cell vectors (angstrom)
a	11.6015	0	0
b	0	13.3963	0
c	0	0	30.9508

Atoms: element, x, y, z (angstrom)
Si	0.0911	-0.1323	24.2496
Si	3.9088	-0.0351	24.1597
Si	7.7648	0.0641	24.1135
Si	1.9252	3.445	24.0942
Si	5.9999	3.4462	24.2264
Si	9.6134	3.3394	24.2938
Si	0.1109	6.5248	24.2865
Si	3.9253	6.7919	24.4141
Si	7.7397	6.7809	24.1973
Si	2.03	10.0423	24.5488
Si	5.8899	9.9972	24.2701
Si	9.7208	10.0579	24.3047
Si	0.0361	2.1996	24.8546
Si	3.9354	2.2832	24.7425
Si	7.7605	2.195	25.1595
Si	2.0359	5.5604	25.1695
Si	5.8612	5.6351	25.073
Si	9.6707	5.5935	25.0029
Si	0.0454	8.8438	24.9937
Si	3.9776	8.967	25.2478
Si	7.8081	8.9457	25.1072
Si	2.0175	12.3081	25.1729
Si	5.8628	12.2793	24.9326
Si	9.6788	12.3084	25.0053
Si	0.0209	2.2207	27.2932
Si	3.8968	2.2458	27.2359
Si	7.7487	2.2026	27.4833
Si	1.9862	5.5575	27.4901
Si	5.8371	5.5837	27.4294
Si	9.6855	5.5851	27.3831
Si	0.0214	8.8928	27.3755
Si	3.9255	8.9403	27.5509
Si	7.7757	8.9262	27.4517
Si	1.9705	12.305	27.4934
Si	5.8392	12.2802	27.3404
Si	9.6767	12.2886	27.3844
Si	1.9649	1.1636	28.165
Si	5.7861	1.1089	28.1697
Si	9.7094	1.1131	28.1925
Si	0.0151	4.4419	28.1721
Si	3.9168	4.43	28.1943
Si	7.7647	4.4611	28.199
Si	1.956	7.809	28.2128
Si	5.8531	7.8023	28.2353
Si	9.7008	7.802	28.2088
Si	0.011	11.147	28.1741
Si	3.9155	11.1916	28.2205
Si	7.7519	11.1725	28.1917
Si	1.9336	1.1164	30.5559
Si	5.8008	1.1164	30.5559
Si	9.6679	1.1164	30.5559
Si	0	4.4654	30.5559
Si	3.8672	4.4654	30.5559
Si	7.7343	4.4654	30.5559
Si	1.9336	7.8145	30.5559
Si	5.8008	7.8145	30.5559
Si	9.6679	7.8145	30.5559
Si	0	11.1635	30.5559
Si	3.8672	11.1635	30.5559
Si	7.7343	11.1635	30.5559
Si	0	0	0.3944
Si	3.8672	0	0.3944
Si	7.7343	0	0.3944
Si	1.9336	3.3491	0.3944
Si	5.8008	3.3491	0.3944
Si	9.6679	3.3491	0.3944
Si	0	6.6981	0.3944
Si	3.8672	6.6981	0.3944
Si	7.7343	6.6981	0.3944
Si	1.9336	10.0472	0.3944
Si	5.8008	10.0472	0.3944
Si	9.6679	10.0472	0.3944
Si	-0.0152	-0.0019	2.7501
Si	3.8769	0.0071	2.7573
Si	7.7091	-0.0042	2.7569
Si	1.9224	3.3554	2.7613
Si	5.7803	3.3749	2.7435
Si	9.6727	3.3727	2.7489
Si	-0.0336	6.6708	2.7726
Si	3.8181	6.6931	2.7428
Si	7.7141	6.7055	2.7807
Si	1.8948	10.057	2.7545
Si	5.7558	10.0337	2.768
Si	9.5967	10.0522	2.7677
Si	-0.0106	2.2256	3.5326
Si	3.8609	2.2448	3.5369
Si	7.7273	2.2578	3.4456
Si	1.9121	5.576	3.5921
Si	5.7522	5.6136	3.5298
Si	9.6288	5.5808	3.6303
Si	-0.063	8.9256	3.4758
Si	3.8078	8.91	3.5408
Si	7.6638	8.9274	3.6165
Si	1.9319	12.3059	3.5119
Si	5.7887	12.2553	3.586
Si	9.6441	12.2918	3.5597
Si	-0.0269	2.2019	5.8953
Si	3.8647	2.2376	5.8992
Si	7.7001	2.2719	5.7604
Si	1.9032	5.5604	5.9814
Si	5.698	5.6257	5.8899
Si	9.5916	5.5459	6.0463
Si	-0.1532	8.9286	5.8074
Si	3.7041	8.8754	5.9075
Si	7.5817	8.9097	6.0251
Si	1.92	12.3179	5.8582
Si	5.7767	12.2176	5.9806
Si	9.6224	12.3018	5.9407
Si	1.9408	1.1456	6.7021
Si	5.8459	1.109	6.5561
Si	9.5774	1.1818	6.653
Si	-0.0151	4.4085	6.6988
Si	3.8645	4.4351	6.7815
Si	7.5541	4.4527	6.6663
Si	1.7005	7.8116	6.688
Si	5.5917	7.8031	6.8353
Si	9.5529	7.8257	6.7234
Si	0.0046	11.1605	6.5593
Si	3.7746	11.0942	6.6356
Si	7.746	11.1405	6.811
O	4.0276	4.311	8.4396
O	5.3658	7.7285	8.4913
O	9.3585	1.4032	8.2881
O	9.5905	7.9586	8.379
O	2.0388	1.2242	8.355
O	6.1936	1.2032	8.1722
O	1.3323	7.8819	8.3117
O	0.1882	11.0588	8.1946
O	3.5979	10.9058	8.2782
O	0.1802	4.2207	8.3372
O	7.1253	4.4208	8.2825
O	7.9128	11.1515	8.4673
O	6.5396	3.6808	22.6599
O	2.2468	10.0512	22.9251
O	7.742	0.2267	22.4456
O	11.986	6.0276	22.7267
O	7.566	6.9181	22.537
O	0.2746	12.8286	22.6675
O	9.6536	10.079	22.6591
O	3.9794	7.1073	22.8015
O	5.9976	9.7406	22.6373
O	9.2409	3.3716	22.6724
O	1.6954	3.7782	22.4563
O	3.8221	-0.2397	22.5148
Si	7.703	10.5661	16.786
Si	4.4406	11.1612	9.634
Si	9.393	10.5491	21.1328
Si	1.8898	7.3015	9.7152
Si	2.6409	1.5555	9.8218
Si	8.3822	6.5634	21.1697
Si	10.8149	8.0655	20.6652
Si	2.1159	12.3679	11.3127
Si	9.6895	6.1165	14.0012
Si	9.9995	1.4426	16.274
Si	5.614	0.5488	9.5196
Si	1.6737	9.5776	21.5111
Si	10.9007	4.0689	9.6813
Si	7.9094	3.6131	21.7629
Si	4.8184	6.0595	12.1227
Si	7.2839	0.8021	20.976
Si	10.1403	1.1357	9.6831
Si	10.9325	4.4778	16.4289
Si	7.913	4.9555	9.5847
Si	2.1813	5.1072	16.8192
Si	1.2449	13.6516	16.4127
Si	7.657	1.5471	14.1009
Si	11.3492	11.7258	9.5877
Si	7.3854	4.4073	12.5769
Si	7.8261	-0.0089	11.4595
Si	11.8404	12.2836	21.1449
Si	11.1905	6.5403	11.4709
Si	5.1781	7.9342	19.1632
Si	3.2287	7.0925	14.7384
Si	2.3137	-1.8824	14.3163
Si	4.8386	11.3367	15.8269
Si	1.049	8.8971	15.3753
Si	3.4754	7.16	21.2764
Si	4.5381	12.9653	21.0686
Si	2.0986	0.2544	19.2652
Si	3.4876	9.0088	16.9019
Si	3.0492	2.3155	17.4261
Si	8.0302	13.4145	18.1373
Si	12.7921	5.1127	21.6569
Si	8.4144	10.7809	9.9705
Si	6.236	10.2692	21.1231
Si	9.4993	8.4045	15.85
Si	5.6198	14.286	16.4264
Si	4.8348	8.2214	9.9547
Si	-3.8129	7.962	18.2961
Si	3.2027	4.5253	9.8304
Si	0.2508	5.8074	18.9321
Si	8.8379	7.7857	9.8062
O	9.2496	0.9332	17.6121
O	9.1916	0.6499	10.8924
O	0.8908	4.5657	15.9989
O	2.0773	12.2134	12.8953
O	6.0009	5.2163	12.8507
O	0.3434	4.8624	20.2786
O	10.0668	5.2269	15.2951
O	4.8372	12.9131	16.1232
O	2.4419	3.1273	10.1988
O	1.9766	1.7073	16.3611
O	7.7149	0.3029	13.0453
O	5.3677	7.2925	11.188
O	3.3967	-0.4478	19.9294
O	2.4356	5.9596	21.0928
O	1.3077	10.2416	14.497
O	4.2225	1.2651	9.8456
O	3.8904	8.2784	18.2656
O	5.3183	11.5696	20.9355
O	-0.2434	5.019	10.9067
O	1.7099	7.6608	14.5338
O	9.9738	9.3669	20.1772
O	7.4894	2.9668	13.3167
O	6.287	7.3461	18.1176
O	7.7547	6.5731	9.7018
O	7.4797	4.2125	10.9583
O	10.4737	2.9496	16.5435
O	8.8126	9.8755	15.8163
O	8.094	7.4017	19.8027
O	10.8781	2.5094	10.1348
O	6.3798	1.397	15.0898
O	3.8845	6.659	13.3234
O	9.9014	7.0216	21.506
O	10.9958	6.4266	13.0748
O	0.862	7.4129	10.9639
O	8.1377	9.1935	10.2401
O	8.9457	7.6144	17.1966
O	1.174	10.9649	20.8122
O	6.643	0.669	17.6459
O	4.5427	1.9515	16.9493
O	-0.4916	8.6064	15.7598
O	2.8386	8.6274	20.8841
O	6.6	0.7791	10.7618
O	5.7616	9.1794	20.0354
O	7.7614	11.7927	11.0844
O	1.9125	-0.7636	15.3884
O	8.1551	4.9775	20.9108
O	9.8879	7.3254	10.9311
O	4.0541	8.2588	15.5471
O	10.0101	11.0006	10.0949
O	11.156	13.3194	9.3651
O	4.0551	5.0118	11.1292
O	0.387	8.601	21.6464
O	3.1564	5.8509	15.7754
O	11.2817	0.47	16.0458
O	10.2854	11.881	20.8293
O	7.5427	9.563	18.0564
O	2.1938	5.7339	9.4921
O	3.019	3.9078	17.4699
O	11.4034	7.3022	19.3707
O	8.1862	11.9554	17.4488
O	1.56	-0.3938	17.8768
O	5.4777	12.3473	9.2784
O	6.3857	10.8123	15.8472
O	8.6068	5.3316	13.0963
O	7.9774	13.3724	19.7587
O	3.9023	11.1236	14.4967
O	9.0216	1.4491	14.9769
O	2.6122	1.7591	18.9007
O	3.4973	11.6998	10.8151
O	5.6581	0.7311	20.873
O	10.7741	5.1536	17.9029
O	4.7075	6.8596	20.2738
O	9.0727	7.514	14.5619
O	4.0858	10.5092	16.9967
O	0.8904	11.5193	10.6941
O	3.2211	8.1322	10.0617
O	7.7473	2.3429	20.782
O	9.4463	4.6026	9.2451
O	0.8297	0.1227	20.27
O	1.631	5.9824	18.0788
O	5.2042	9.8037	10.098
O	7.7986	10.6829	20.9098
O	1.988	0.5468	10.9144
O	1.8692	9.0376	16.7802

Results
free energy: -67413.881 eV
free energy less fixed offsets of O -447.96, Si -113.29 eV per atom: -1.481 eV
gap between the highest filled and lowest empty level on this k mesh: 1.417 eV

The program warned: the cutoff lies below the one the program advises for these potential files; the model core charge is not resolved on the grid; the forces do not sum to zero within the program's tolerance; the exchange-correlation potential is rough where the density is thin.
